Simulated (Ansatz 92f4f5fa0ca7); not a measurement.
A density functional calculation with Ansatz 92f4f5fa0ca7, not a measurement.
Periodic cell of 215 atoms, Si131O82As2, from a study of silicon, its oxide and their interface. The atomic structure is a simulated model.
Doubt: the cutoff is low for norm-conserving oxygen, so forces and energies are approximate.

Settings
functional: HSE06
potential files: SPMS norm-conserving
basis: plane waves
wave-function cutoff: 800 eV
density cutoff ratio: 4
exchange-correlation grid ratio: 1
k mesh: 1 x 1 x 1, Gamma-centred
occupations: fixed
spin: none
net charge: 0

Cell vectors (angstrom)
a  10.938  0  0
b  0  10.938  0
c  0  0  31.5432

Atoms: element, x, y, z (angstrom)
Si  10.4106  0.6025  24.3307
Si  6.0181  10.5292  24.1328
Si  2.1009  3.2758  24.0792
Si  8.6785  2.2875  24.3013
Si  0.4759  5.0864  24.1533
Si  5.0289  5.9223  24.1802
Si  3.3724  7.6794  24.1383
Si  7.8042  8.8559  23.9874
Si  1.3238  1.4982  25.4482
Si  6.8968  1.3235  25.4849
Si  4.0093  4.1236  25.3126
Si  9.6494  4.1212  25.4135
Si  1.4802  6.8404  25.3552
Si  6.8764  6.9674  25.2328
Si  4.2096  9.5537  25.3289
Si  9.5119  9.6619  25.4245
Si  2.7648  0.0204  26.6377
Si  8.2047  -0.0035  26.9256
Si  -0.0001  2.7914  26.9052
Si  5.434  2.7545  26.6592
Si  2.7431  5.4635  26.8211
Si  8.2084  5.5415  26.6258
Si  0.0261  8.2282  26.6449
Si  5.5315  8.219  26.7804
Si  4.1074  1.3718  28.0672
Si  9.576  1.391  28.219
Si  1.3834  4.1388  28.2172
Si  6.8302  4.1424  28.0245
Si  4.1377  6.8438  28.1304
Si  9.5924  6.8566  28.0513
Si  1.3896  9.5916  28.0449
Si  6.8316  9.5573  28.2161
Si  0.0257  -0.0135  29.4942
Si  5.448  0.0178  29.4997
Si  2.7538  2.7179  29.4973
Si  8.1688  2.7754  29.4864
Si  -0.0209  5.5004  29.5029
Si  5.4844  5.4636  29.4819
Si  2.736  8.2127  29.4664
Si  8.2308  8.1799  29.4995
Si  1.3673  1.3673  30.8594
Si  6.8362  1.3673  30.8594
Si  4.1018  4.1018  30.8594
Si  9.5708  4.1018  30.8594
Si  1.3673  6.8362  30.8594
Si  6.8362  6.8362  30.8594
Si  4.1018  9.5708  30.8594
Si  9.5708  9.5708  30.8594
Si  2.7345  0  0.6835
Si  8.2035  0  0.6835
Si  0  2.7345  0.6835
Si  5.469  2.7345  0.6835
Si  2.7345  5.469  0.6835
Si  8.2035  5.469  0.6835
Si  0  8.2035  0.6835
Si  5.469  8.2035  0.6835
Si  4.1136  1.3479  2.051
Si  9.5502  1.377  2.0309
Si  1.3362  4.1281  2.0598
Si  6.8616  4.0643  2.0618
Si  4.0896  6.8418  2.0346
Si  9.5939  6.8087  2.0525
Si  1.3828  9.5504  2.0611
Si  6.8368  9.5659  2.0579
Si  -0.0628  -0.0338  3.3471
Si  5.47  -0.0201  3.4672
Si  2.6936  2.707  3.3518
Si  8.2242  2.698  3.4883
Si  -0.0218  5.4651  3.5191
Si  5.4614  5.4586  3.3453
Si  2.7337  8.1627  3.4706
Si  8.2201  8.1722  3.3795
Si  1.2677  1.357  4.6718
Si  6.9067  1.2693  4.8651
Si  4.055  4.1007  4.6668
Si  9.5627  4.0627  4.9283
Si  1.357  6.8381  4.9173
Si  6.8466  6.791  4.6972
Si  4.1315  9.4994  4.8389
Si  9.5711  9.5367  4.7529
Si  2.5933  -0.0767  5.9938
Si  8.2369  -0.1493  6.2659
Si  0.0243  2.6558  6.2448
Si  5.5317  2.7904  6
Si  2.7022  5.3516  6.1809
Si  8.1308  5.4622  6.2021
Si  -0.0039  8.2834  6.2491
Si  5.5528  8.1218  6.16
As  3.5053  1.9203  6.8976
Si  9.9926  0.8562  7.498
As  1.6843  3.6785  7.7475
Si  6.2236  4.5784  7.364
Si  4.5741  6.3016  7.2693
Si  9.1472  7.2299  7.3827
Si  0.8643  10.1726  7.504
Si  7.3744  8.9038  7.5069
O  4.4879  6.6092  8.893
O  0.5665  4.3639  9.1269
O  9.6497  6.6751  8.859
O  1.2379  10.1171  9.1274
O  6.1072  4.2802  8.9927
O  3.6004  1.3173  8.5943
O  7.0822  9.0014  9.1482
O  9.5801  1.0892  9.0928
O  8.2077  2.5896  22.7488
O  10.9714  5.5934  22.6356
O  5.6046  0.1091  22.6182
O  5.2636  5.4396  22.613
O  2.0968  2.8419  22.4722
O  3.3016  7.8998  22.4878
O  8.3447  8.7881  22.4052
O  -0.201  11.2807  22.7389
Si  2.0644  3.1489  12.8934
Si  8.6068  1.3181  10.3825
Si  0.996  4.6128  15.3556
Si  7.397  5.6099  12.2109
Si  2.3791  8.2352  21.1923
Si  5.2857  7.7906  12.4794
Si  9.1489  0.5361  15.5208
Si  2.8359  0.0455  16.6304
Si  10.3752  1.3158  12.6459
Si  7.7326  2.8811  21.2343
Si  9.037  8.8862  14.4554
Si  1.158  5.0302  10.4852
Si  4.4251  9.5617  19.1026
Si  11.0371  6.1513  21.1062
Si  6.5122  10.541  14.822
Si  5.3519  0.7819  21.1651
Si  2.2741  9.8401  10.3662
Si  0.3936  10.6796  21.3718
Si  5.8209  5.2965  21.1035
Si  3.5342  7.1218  10.0901
Si  8.9723  5.7592  14.7903
Si  3.6173  4.1369  19.0859
Si  9.9736  3.725  19.3128
Si  4.1503  8.7402  15.3465
Si  0.3681  1.9999  17.1341
Si  6.7382  7.5981  19.2269
Si  5.1644  3.7136  16.6971
Si  7.7207  5.0818  17.5033
Si  6.6258  9.9243  10.4191
Si  4.2887  1.0498  10.023
Si  -0.136  9.2543  11.9114
Si  9.0602  8.6803  20.9288
Si  4.4523  1.765  14.5257
Si  2.4079  2.13  21.0392
Si  6.2429  3.3587  10.3277
Si  3.3399  6.0058  16.7607
Si  9.6838  6.7852  10.4758
O  0.0763  2.7099  18.5707
O  2.8233  9.7109  15.5659
O  10.8104  4.8677  20.129
O  7.4437  2.3464  9.9335
O  10.7994  5.7934  11.1704
O  6.3984  6.6878  12.9324
O  10.0091  8.3622  10.8036
O  7.5741  9.5562  13.9837
O  8.2039  6.3729  11.0179
O  5.3022  10.5625  20.0354
O  1.9565  3.9344  11.4473
O  7.9261  8.5969  19.7528
O  6.1495  6.7755  20.5141
O  5.4054  2.8173  15.3569
O  1.273  0.9686  20.6849
O  6.0027  9.0155  11.6351
O  4.498  5.0761  16.0888
O  6.5086  3.9964  17.5813
O  10.5663  10.8544  11.8382
O  5.4868  0.5913  13.9519
O  7.9957  5.1604  15.9185
O  9.5951  9.8917  15.626
O  -0.45  5.2591  15.0427
O  1.5323  6.8893  20.7877
O  1.425  0.7272  17.1507
O  6.559  1.8246  20.8119
O  0.8746  2.0216  12.9216
O  3.217  5.5742  18.358
O  9.403  2.1019  11.5931
O  0.8875  3.183  16.1376
O  8.4708  5.1709  13.3566
O  10.228  8.7599  13.3461
O  1.4062  9.445  21.6807
O  10.0404  9.981  20.5974
O  3.0879  0.2566  10.857
O  4.891  2.4573  10.651
O  1.7952  4.3236  13.9786
O  7.9012  10.8497  10.8966
O  9.0447  4.5181  18.2409
O  5.5301  9.5801  15.7331
O  5.5076  0.0003  9.839
O  3.5008  2.4151  13.3317
O  1.8489  5.7417  16.1588
O  9.5996  1.126  14.0616
O  4.2562  6.9658  11.5301
O  4.7337  4.5034  20.2038
O  9.8529  1.4145  16.6716
O  6.5855  4.3157  11.6131
O  5.5323  8.4801  18.5593
O  9.0429  2.7802  20.2696
O  3.5096  1.2156  15.7316
O  4.1429  3.147  17.8693
O  9.8767  7.2692  20.8888
O  3.3081  8.714  9.8048
O  3.8369  7.5146  16.3878
O  7.5114  0.5748  15.6996
O  8.8247  7.373  14.9621
O  3.8954  1.4931  21.1696
O  1.4796  9.1468  11.6351
O  2.1828  6.2401  10.0902
O  7.2952  6.5353  18.1168
O  7.1948  4.4184  21.1143
O  4.4152  8.2908  13.7851
O  3.2817  8.7363  19.9365
O  2.4567  3.2877  19.8712
O  3.6751  10.4462  17.9408

Results
free energy: -56886.210 eV
free energy less fixed offsets of As -2657.37, O -447.96, Si -113.29 eV per atom: 2.240 eV
gap between the highest filled and lowest empty level on this k mesh: 1.411 eV

The program warned: the cutoff lies below the one the program advises for these potential files; the forces do not sum to zero within the program's tolerance; the exchange-correlation potential is rough where the density is thin.
